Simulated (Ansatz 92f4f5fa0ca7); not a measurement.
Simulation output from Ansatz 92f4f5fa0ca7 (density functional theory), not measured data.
Periodic cell of 212 atoms, Si132O80, from a study of silicon, its oxide and their interface. The atomic structure is a simulated model.
Doubt: the cutoff is far below the 930 eV that the study's wrapper takes by default for these files, so forces and energies are approximate.

Settings
functional: PBE
potential files: Ansatz PAW
basis: plane waves
wave-function cutoff: 580 eV
density cutoff ratio: 5
exchange-correlation grid ratio: 1
k mesh: 1 x 1 x 1, Gamma-centred
self-consistency stop: 5e-08 eV per atom in the density residual
occupations: fixed
spin: none
net charge: 0

Cell vectors (angstrom)
a  10.938  0  0
b  0  10.938  0
c  0  0  31.1587

Atoms and the computed forces on them: element, x, y, z (angstrom), force x, y, z (eV/angstrom)
Si  -0.4869  0.2981  23.7953  -0.0003  0.007  0.0054
Si  6.1537  -0.4365  23.5698  0.0032  -0.0069  0.0129
Si  2.2476  3.2473  23.8651  -0.0014  0.0026  0.0057
Si  8.8161  2.1597  23.8977  0.0046  -0.0076  0.0103
Si  0.438  4.8607  23.9828  0.0033  -0.0039  0.0042
Si  5.0965  5.9965  23.6336  -0.0052  0.0054  0.011
Si  3.3238  7.7225  23.7558  0.0029  -0.0061  0.0062
Si  7.9139  8.7432  23.7585  -0.0088  0.0016  0.0047
Si  1.3745  1.3103  24.915  -0.0008  -0.0008  0
Si  6.9132  1.3037  24.9923  -0.0004  0.0003  -0.0003
Si  4.1496  4.1747  24.9164  -0.0017  -0.001  -0.0002
Si  9.6008  3.9804  25.1672  -0.0006  0.0006  0.0011
Si  1.4493  6.7972  24.954  0.0007  0.0031  0.0018
Si  6.8785  6.9028  24.9075  0.0005  -0.0003  0.0002
Si  4.2839  9.5694  24.8666  -0.0008  0.0011  0.0012
Si  9.5406  9.6152  25.2065  0.0006  0.0006  -0.001
Si  2.8017  -0.0446  26.2677  -0.0004  0.0005  0.0001
Si  8.1748  0.0225  26.4972  0.0001  -0.0007  -0.001
Si  0.0758  2.635  26.4458  0.0013  0.0013  -0.0019
Si  5.4865  2.73  26.2896  0.0002  0.0007  -0.0001
Si  2.7693  5.4513  26.3926  0.0016  0.0002  -0.0028
Si  8.1901  5.4769  26.3339  0.0007  0.0006  0.0003
Si  0.0486  8.1616  26.3499  -0.0002  -0.0006  -0.001
Si  5.5202  8.2024  26.3716  0.001  0.0001  -0.0018
Si  4.1018  1.3673  27.7405  0.0417  0.0059  -0.656
Si  9.5708  1.3673  27.7405  0.1031  -0.0165  0.8569
Si  1.3673  4.1018  27.7405  0.3141  -0.1772  0.247
Si  6.8362  4.1018  27.7405  -0.1059  -0.0005  -0.4001
Si  4.1018  6.8362  27.7405  0.1523  0.1538  0.0499
Si  9.5708  6.8362  27.7405  0.0736  -0.1046  -0.3005
Si  1.3673  9.5708  27.7405  0.3517  -0.0441  -0.4746
Si  6.8362  9.5708  27.7405  -0.2051  -0.1824  0.6813
Si  0  0  29.1077  -0.1218  0.0594  0.0277
Si  5.469  0  29.1077  -0.0008  -0.0923  0.0286
Si  2.7345  2.7345  29.1077  -0.0244  0.1032  0.0252
Si  8.2035  2.7345  29.1077  0.1427  0.044  0.021
Si  0  5.469  29.1077  -0.0735  -0.0457  -0.0165
Si  5.469  5.469  29.1077  -0.0442  0.0314  0.0026
Si  2.7345  8.2035  29.1077  0.0613  0.0649  0.01
Si  8.2035  8.2035  29.1077  -0.0405  0.097  0.0118
Si  1.3673  1.3673  30.475  0.026  -0.051  -0.0021
Si  6.8362  1.3673  30.475  -0.0187  0.0359  -0.0469
Si  4.1018  4.1018  30.475  0.038  -0.0379  0.0138
Si  9.5708  4.1018  30.475  -0.0124  0.0143  -0.0115
Si  1.3673  6.8362  30.475  0.0074  -0.0115  -0.0417
Si  6.8362  6.8362  30.475  0.0691  -0.0546  -0.0047
Si  4.1018  9.5708  30.475  -0.0592  0.0141  -0.0164
Si  9.5708  9.5708  30.475  0.0865  -0.0988  0.0026
Si  2.7345  0  0.6835  0.0375  -0.0188  0.032
Si  8.2035  0  0.6835  -0.0563  0.064  0.0039
Si  0  2.7345  0.6835  -0.0683  0.0299  -0.0108
Si  5.469  2.7345  0.6835  0.048  -0.028  0.0209
Si  2.7345  5.469  0.6835  -0.0396  0.032  0.0121
Si  8.2035  5.469  0.6835  0.0235  0.0141  0.0402
Si  0  8.2035  0.6835  -0.0139  -0.0013  0.0249
Si  5.469  8.2035  0.6835  -0.0759  0.1115  -0.0185
Si  4.1018  1.3673  2.0507  -0.0255  0.0283  -0.0283
Si  9.5708  1.3673  2.0507  0.1504  0.0188  -0.0236
Si  1.3673  4.1018  2.0507  0.0126  -0.0412  0.0174
Si  6.8362  4.1018  2.0507  -0.0354  -0.0034  0.0054
Si  4.1018  6.8362  2.0507  0.0805  -0.0422  -0.0263
Si  9.5708  6.8362  2.0507  -0.0158  0.026  0.0084
Si  1.3673  9.5708  2.0507  -0.1259  -0.0927  0.0019
Si  6.8362  9.5708  2.0507  0.0769  -0.1368  -0.0475
Si  0  0  3.418  -0.1243  0.1518  -0.3859
Si  5.469  0  3.418  -0.143  0.2603  0.5777
Si  2.7345  2.7345  3.418  0.1658  -0.1558  -0.221
Si  8.2035  2.7345  3.418  0.0583  0.0715  0.5604
Si  0  5.469  3.418  -0.0533  -0.0413  0.2813
Si  5.469  5.469  3.418  -0.1846  0.0107  -0.4242
Si  2.7345  8.2035  3.418  -0.1555  -0.0781  0.4306
Si  8.2035  8.2035  3.418  -0.2611  0.1974  -0.7816
Si  1.3746  1.3533  4.7569  0.0065  0.0029  0.0009
Si  6.8007  1.4292  4.8687  0.0283  0.0028  0.0015
Si  4.0824  4.1249  4.7618  0.0059  -0.0025  0.0101
Si  9.5872  4.118  4.8537  -0.0663  -0.0078  0.0004
Si  1.3491  6.8089  4.8398  0.0091  0.0172  -0.0109
Si  6.8038  6.8783  4.7046  0  -0.0847  0.0255
Si  4.0403  9.6072  4.8349  -0.0312  0  0.002
Si  9.4602  9.6522  4.7008  0.0392  0.0121  -0.0029
Si  2.673  0.032  6.2627  0.0035  -0.007  -0.0202
Si  8.1297  -0.0048  6.222  -0.0346  0.0349  -0.023
Si  0.0628  2.699  6.1767  0.0116  0.0223  0.007
Si  5.4876  2.9075  6.24  -0.0557  -0.0294  -0.1043
Si  2.6637  5.3337  6.2284  0.0381  0.0093  -0.0097
Si  8.1786  5.5944  6.1299  0.1762  0.1421  -0.0326
Si  -0.1154  8.2852  6.0026  -0.0558  0.0056  -0.0019
Si  5.3826  8.1517  6.0957  -0.0126  0.0354  0.0207
Si  3.7701  1.804  7.416  0.0024  0.0208  0.0053
Si  10.012  0.9292  7.3376  -0.0072  -0.0263  -0.0017
Si  1.8679  3.4455  7.5624  -0.0533  -0.0011  0.0117
Si  6.3628  4.8915  7.3943  0.1583  -0.1033  0.5631
Si  4.4411  6.365  7.3419  -0.1151  0.0483  -0.009
Si  8.9342  7.5605  7.2468  -0.0824  -0.0826  0.0377
Si  0.6861  10.0469  7.299  0.0201  -0.0011  0.0612
Si  7.0687  9.1216  7.3875  0.1018  -0.0804  -0.1437
O  0.5376  9.3316  8.8234  -0.0383  0.0207  -0.0363
O  1.3345  3.6166  9.1224  0.0375  -0.0219  0.0169
O  9.7515  1.3559  8.9348  -0.0194  0.011  0.0213
O  6.5511  9.2219  8.9699  -0.0364  0.0194  0.0361
O  4.5238  1.2084  8.7836  0.0021  -0.0093  0.0108
O  3.8569  6.6859  8.8651  0.0169  -0.0171  -0.0279
O  6.9166  5.1865  9.0008  -0.6609  -0.3228  -0.474
O  9.174  7.5771  8.9429  0.7786  0.6925  0.064
O  2.2835  3.2234  22.1686  -0.0035  0.0027  -0.0112
O  6.0192  11.0743  21.9921  -0.0005  0.0096  -0.0213
O  8.4501  2.6773  22.3751  -0.0034  0.0071  -0.0193
O  0.0261  4.6731  22.3437  0.0004  -0.0012  -0.0096
O  8.7301  8.4629  22.3157  0.0095  0.0015  -0.0089
O  2.8905  8.1879  22.2098  -0.0058  0.0012  -0.0114
O  5.6452  5.7023  22.0786  0.0054  -0.0025  -0.0187
O  10.5898  10.4413  22.3114  -0.0014  -0.0097  -0.0091
Si  1.3561  4.3625  21.4145  0.0007  -0.0003  0.0157
Si  1.5127  3.7288  15.6817  0.0035  -0.0012  0.0046
Si  8.7401  0.6651  10.0116  0.0368  -0.0541  -0.0705
Si  6.211  0.8372  20.5243  0.0035  -0.0054  0.0216
Si  0.3448  13.3934  19.342  0.0002  0.0065  0.0178
Si  4.0322  6.8014  10.4805  0.0514  -0.0163  -0.0055
Si  10.0926  9.0443  21.5898  -0.0019  0.0044  0.0151
Si  3.6412  7.5847  18.9953  -0.004  -0.0008  0.0177
Si  8.6254  5.4629  19.3952  -0.0041  -0.0026  0.0149
Si  5.1017  14.0921  19.06  -0.0028  0.0023  0.0171
Si  0.1942  10.636  14.6171  -0.0004  -0.003  0.0048
Si  6.0123  9.2906  10.5191  0.0129  -0.0445  -0.0478
Si  -2.4625  1.9425  12.9604  0.0075  -0.0433  0.0155
Si  4.8226  10.2715  18.1147  -0.0024  0.0029  0.0173
Si  8.2945  0.1619  15.3637  0.0062  0.001  0.0181
Si  6.1647  3.6482  13.9898  -0.0358  0.0201  0.0109
Si  12.7669  7.3918  21.2527  0.0018  0.0018  0.0135
Si  -3.7523  8.7148  16.7032  0.0003  0.002  0.0154
Si  0.5268  2.3381  13.2247  0.0188  0.007  -0.0188
Si  5.9403  6.6266  14.8312  -0.0087  -0.0011  0.0083
Si  3.171  6.3873  16.2567  -0.0072  -0.0002  0.0128
Si  7.0101  13.4146  16.5494  -0.0051  -0.0003  0.023
Si  1.4539  3.74  10.7424  -0.007  0.0455  -0.0509
Si  8.1865  5.5253  9.9425  2.9216  -0.7442  -0.5588
Si  1.0475  6.7799  11.5339  -0.0641  0.0191  -0.0697
Si  7.5142  7.5676  12.3594  0.0359  -0.2063  -0.1542
Si  8.8075  2.5114  20.8082  -0.0027  -0.0026  0.0165
Si  2.7721  12.7157  17.7671  -0.0029  -0.0002  0.0115
Si  5.6954  5.9034  20.4577  -0.0022  0.0017  0.0217
Si  5.6563  1.2266  9.9596  0.0196  0.031  -0.0015
Si  4.5487  3.8276  11.4484  -0.0482  0.0321  -0.016
Si  -0.562  7.9437  13.7269  -0.0152  -0.035  -0.0292
Si  -0.7301  8.7313  9.6797  -0.1803  -0.3154  -0.1715
Si  -1.2711  3.8395  17.0656  0.005  -0.0003  0.0184
Si  0.6166  8.337  16.3195  -0.0038  -0.0029  0.0083
Si  -1.3417  8.2254  18.7969  0.0016  0.0043  0.0183
O  4.8281  3.6924  13.0564  0.0272  -0.002  0.0186
O  9.2523  -0.925  10.1033  -0.0051  0.0769  -0.0184
O  1.9681  7.4632  16.2329  -0.0034  -0.0004  -0.0044
O  1.392  3.4306  14.0799  0.0033  -0.0045  0.0047
O  8.1911  8.484  17.9794  -0.0082  0.0039  -0.0095
O  5.0772  4.6222  19.7016  -0.0019  -0.0072  -0.0082
O  0.9169  5.1922  11.2374  0.0306  -0.0196  0.0369
O  2.1394  5.7919  21.4556  0.0006  0.0021  -0.003
O  0.0267  4.2563  16.1704  -0.0026  0.0004  -0.0038
O  4.7414  5.4143  11.0306  -0.0199  -0.0136  0.0237
O  -1.3084  6.7568  19.5628  -0.001  0.0012  -0.0053
O  6.2837  7.3621  13.4126  0.0015  0.0187  0.0007
O  3.6669  3.0133  18.3272  -0.0009  -0.0005  -0.0041
O  5.8362  9.5767  17.0439  0.0062  -0.0029  -0.011
O  8.9266  7.5368  13.1427  0.0097  0.0122  0.0315
O  5.5066  2.6893  10.7108  0.0101  -0.0246  0.0204
O  11.2778  7.9032  21.6761  -0.0022  0  -0.0022
O  6.3195  13.8628  17.9629  0.0064  -0.0029  -0.0113
O  -3.7197  8.9757  11.5874  -0.0057  -0.0302  0.0053
O  0.7322  2.5555  11.6182  -0.021  -0.0102  0.0126
O  7.4701  11.8449  16.573  0.0011  -0.0013  -0.0063
O  -0.6828  2.7236  18.1045  -0.004  0.0037  -0.0128
O  5.9708  2.6774  15.2961  0.0042  -0.0023  -0.0097
O  10.3158  1.893  20.5428  0.0032  0.0003  -0.0068
O  4.8127  7.2178  20.0727  -0.0041  0.0043  -0.0083
O  5.3972  -0.1494  10.839  0.0121  -0.0092  0.0108
O  5.224  2.1264  20.3292  -0.0035  0.0047  -0.0058
O  9.9092  11.2968  15.4943  -0.0062  0.0016  -0.0045
O  -3.0604  11.6711  13.8925  0.0014  0.0177  -0.0104
O  3.7837  6.5123  17.7695  -0.0007  -0.0045  -0.0109
O  9.6231  4.8648  9.6451  -2.9642  0.9543  0.8187
O  7.635  6.3778  11.2118  -0.0159  -0.213  0.0202
O  0.9969  14.8092  19.9015  -0.0042  -0.0067  -0.0121
O  3.8371  11.4755  17.5405  -0.0014  0.001  -0.004
O  -2.9937  9.5195  15.4977  -0.0024  0.003  -0.0073
O  2.1534  7.6051  19.6777  0.0049  0.0018  -0.0118
O  7.3916  3.1606  13.0172  0.0145  0.0148  -0.0294
O  8.4172  3.2461  16.1998  -0.0024  -0.0025  -0.0085
O  -1.9951  16.0215  17.8356  0.0024  -0.003  -0.0111
O  0.6663  7.0542  13.1008  0.0041  0.0149  0.0256
O  8.7546  4.0444  20.2117  -0.0008  0.0081  -0.0077
O  7.1924  6.0913  19.8466  0.0054  -0.0011  -0.0074
O  -4.1882  7.2683  16.0947  -0.0012  -0.0024  -0.0042
O  3.0246  3.4761  11.0924  0.0173  -0.0199  0.0104
O  2.6087  4.8931  15.9549  -0.0005  -0.0005  -0.0005
O  4.3342  6.706  15.1477  0.0084  0.0006  -0.0096
O  10.9178  7.8029  10.8065  0.0599  0.0404  0.0477
O  11.9148  11.7863  13.7664  -0.0084  -0.0012  -0.0024
O  5.7707  10.719  19.3656  -0.0048  -0.0034  -0.0113
O  -0.0577  8.4003  17.7974  0.0016  0.0002  -0.0126
O  2.5976  7.1411  11.18  0.0075  0.0078  -0.0022
O  -0.339  -1.3822  13.4968  -0.0105  0.0139  -0.0052
O  2.0227  24.2181  16.4189  -0.0019  0.0018  -0.0051
O  7.7336  1.4021  20.2434  -0.0026  0.0007  -0.0051
O  1.5622  12.3991  18.8594  0.0035  -0.0021  -0.005
O  -4.4712  5.1041  14.64  -0.0073  0.0001  0.0158
O  -3.7219  1.0114  9.4356  -0.0121  0.0048  0.016
O  9.7544  9.3218  20.0105  -0.0021  -0.0037  -0.0164
O  -6.0132  8.1197  10.782  -0.0046  0.026  0.0081
O  1.0694  9.818  15.738  -0.0033  -0.0015  -0.0097
O  -1.0623  2.536  13.5316  -0.0209  0.0024  0.0124
O  3.774  9.1261  18.5413  0.0009  0.0039  -0.0052
O  -0.5161  7.6724  15.3378  -0.0054  -0.0036  0.005
O  8.7667  1.3309  11.4851  -0.0102  0.0521  0.0305

Results
free energy: -129406.569 eV
free energy less fixed offsets of O -568.88, Si -635.61 eV per atom: 4.351 eV

The program warned: the cutoff lies below the one the program advises for these potential files; the forces do not sum to zero within the program's tolerance; the exchange-correlation potential is rough where the density is thin.
